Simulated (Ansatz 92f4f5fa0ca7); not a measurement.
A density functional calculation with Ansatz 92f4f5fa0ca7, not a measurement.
Periodic cell of 222 atoms, Si132O89H1, from a study of silicon, its oxide and their interface. The atomic structure is a simulated model.
Doubt: the cutoff is far below the 930 eV that the study's wrapper takes by default for these files, so forces and energies are approximate.

Settings: functional PBE; potential files Ansatz PAW; basis plane waves; wave-function cutoff 580 eV; density cutoff ratio 5; exchange-correlation grid ratio 1; k mesh 1 x 1 x 1, Gamma-centred; self-consistency stop 5e-08 eV per atom in the density residual; occupations fixed; spin none; net charge -1 e, with a uniform compensating background and no finite-size correction.

Cell vectors (angstrom)
a  10.938  0  0
b  0  10.938  0
c  0  0  32.6839

Atoms: element, x, y, z (angstrom)
Si  -0.217  0.3144  25.2877
Si  5.7433  -0.2388  25.2701
Si  2.5001  3.0214  25.1703
Si  8.4949  2.5385  25.239
Si  0.2597  5.2717  25.1312
Si  5.2706  5.7404  25.1571
Si  3.0325  7.9861  25.199
Si  7.9741  8.4705  25.2292
Si  1.3823  1.45  26.5616
Si  6.882  1.3844  26.5353
Si  4.1085  4.1488  26.4821
Si  9.633  4.1356  26.5281
Si  1.4059  6.8415  26.4848
Si  6.8338  6.8663  26.5319
Si  4.1424  9.5587  26.5652
Si  9.5733  9.6111  26.5354
Si  2.7356  0.0084  27.8814
Si  8.206  0.0059  27.9318
Si  0.0016  2.7608  27.9418
Si  5.4621  2.7472  27.8613
Si  2.737  5.4728  27.9018
Si  8.2082  5.474  27.8737
Si  0.009  8.201  27.8618
Si  5.4766  8.194  27.9423
Si  4.1018  1.3673  29.2657
Si  9.5708  1.3673  29.2657
Si  1.3673  4.1018  29.2657
Si  6.8362  4.1018  29.2657
Si  4.1018  6.8362  29.2657
Si  9.5708  6.8362  29.2657
Si  1.3673  9.5708  29.2657
Si  6.8362  9.5708  29.2657
Si  0  0  30.6329
Si  5.469  0  30.6329
Si  2.7345  2.7345  30.6329
Si  8.2035  2.7345  30.6329
Si  0  5.469  30.6329
Si  5.469  5.469  30.6329
Si  2.7345  8.2035  30.6329
Si  8.2035  8.2035  30.6329
Si  1.3673  1.3673  32.0002
Si  6.8362  1.3673  32.0002
Si  4.1018  4.1018  32.0002
Si  9.5708  4.1018  32.0002
Si  1.3673  6.8362  32.0002
Si  6.8362  6.8362  32.0002
Si  4.1018  9.5708  32.0002
Si  9.5708  9.5708  32.0002
Si  2.7345  0  0.6835
Si  8.2035  0  0.6835
Si  0  2.7345  0.6835
Si  5.469  2.7345  0.6835
Si  2.7345  5.469  0.6835
Si  8.2035  5.469  0.6835
Si  0  8.2035  0.6835
Si  5.469  8.2035  0.6835
Si  4.1018  1.3673  2.0507
Si  9.5708  1.3673  2.0507
Si  1.3673  4.1018  2.0507
Si  6.8362  4.1018  2.0507
Si  4.1018  6.8362  2.0507
Si  9.5708  6.8362  2.0507
Si  1.3673  9.5708  2.0507
Si  6.8362  9.5708  2.0507
Si  0  0  3.418
Si  5.469  0  3.418
Si  2.7345  2.7345  3.418
Si  8.2035  2.7345  3.418
Si  0  5.469  3.418
Si  5.469  5.469  3.418
Si  2.7345  8.2035  3.418
Si  8.2035  8.2035  3.418
Si  1.3687  1.3427  4.8057
Si  6.835  1.3416  4.7995
Si  4.1096  4.0894  4.6962
Si  9.572  4.0892  4.7912
Si  1.3647  6.8587  4.7681
Si  6.8357  6.8237  4.788
Si  4.082  9.5738  4.8517
Si  9.5399  9.5972  4.7702
Si  2.6851  -0.0339  6.2792
Si  8.1182  -0.067  6.2198
Si  -0.0442  2.6945  6.1607
Si  5.4083  2.7061  6.0797
Si  2.7486  5.4403  6.0264
Si  8.2055  5.4351  6.1634
Si  0.0155  8.2592  6.1124
Si  5.4208  8.1403  6.1961
Si  3.7865  1.6891  7.4614
Si  9.7417  1.0781  7.4662
Si  1.568  3.9384  7.3458
Si  6.5834  4.227  7.3994
Si  4.322  6.4464  7.444
Si  9.3694  7.1078  7.3563
Si  1.0549  9.7599  7.6416
Si  6.9895  9.2158  7.5796
O  1.3699  4.1284  24.6495
O  6.8481  9.5837  24.7297
O  2.6612  2.8257  7.8737
O  8.2225  8.1695  7.8455
O  5.504  5.3758  7.8625
O  -0.0664  -0.0115  7.9648
O  4.142  6.8636  24.674
O  9.5925  1.3996  24.7321
O  1.4412  9.0958  9.1073
O  1.0901  4.8259  8.6428
O  9.0381  1.6506  8.8299
O  6.3546  9.4471  9.0816
O  4.4303  1.252  8.8978
O  3.6165  6.8353  8.8533
O  7.071  3.4375  8.7595
O  10.1454  6.7249  8.7511
O  3.1806  2.3538  23.8302
O  5.0367  0.4284  23.9577
O  7.8797  3.2624  23.9058
O  10.5483  5.9533  23.7741
O  8.6212  7.7951  23.8837
O  2.3852  8.6869  23.8617
O  5.9516  5.1009  23.8001
O  0.5344  10.6188  23.9838
Si  2.146  9.4313  10.5642
Si  2.9128  14.0457  12.2814
Si  5.2544  5.0552  12.2933
Si  3.9186  1.1417  23.0125
Si  8.0889  7.3029  16.8799
Si  7.6251  3.137  12.3279
Si  -3.0829  12.3473  16.5757
Si  12.8496  12.1911  14.5654
Si  1.2374  5.1957  11.7191
Si  8.2616  11.1987  12.428
Si  5.8329  3.3429  18.0117
Si  3.7536  10.1367  17.7783
Si  12.2568  9.4128  13.4824
Si  3.6124  6.9058  10.4883
Si  6.4639  9.8934  10.6531
Si  1.6664  9.9123  23.0552
Si  4.001  4.4227  15.8521
Si  3.9246  10.0959  14.7209
Si  5.8844  6.516  14.9378
Si  7.1689  4.3882  22.9575
Si  11.8615  4.8647  14.8715
Si  8.5315  3.0848  9.407
Si  6.8379  9.9609  17.9411
Si  8.4569  0.2874  20.4244
Si  10.8342  7.686  15.7015
Si  1.0463  9.1029  18.2257
Si  4.0309  0.8589  10.4362
Si  9.1394  3.4034  14.9541
Si  6.0551  2.2198  20.974
Si  9.3364  6.6782  22.9281
Si  10.4719  8.883  20.997
Si  10.6265  5.2941  9.3392
Si  -2.4188  4.6842  17.8561
Si  1.428  1.0524  17.5322
Si  9.9858  13.2077  18.7692
Si  6.3982  -1.7095  13.4072
O  9.5719  14.7934  18.8244
O  4.4502  4.0118  17.4644
O  13.1629  6.3155  11.0749
O  7.8362  -0.9189  13.5081
O  3.7893  4.4339  12.6089
O  8.5975  12.7896  15.178
O  9.5759  12.3945  20.1338
O  5.2675  10.9341  10.9638
O  -8.8694  13.4115  13.5229
O  -0.1965  5.4161  10.9498
O  6.5552  2.294  16.981
O  8.2495  5.532  22.5033
O  2.6166  10.9857  10.4709
O  0.5909  10.5963  17.7391
O  -3.6504  10.8064  16.606
O  11.2364  8.4586  14.3082
O  9.1002  1.5379  17.6282
O  11.7763  8.1195  16.959
O  2.789  0.0509  22.5737
O  1.1509  9.2209  11.8565
O  6.5734  3.6234  21.6628
O  8.8112  6.2902  17.9581
O  -3.7852  8.3917  17.6553
O  4.0158  9.5646  16.2623
O  0.9011  -1.6214  21.7737
O  7.8939  10.6281  10.9134
O  3.849  13.0413  11.4365
O  7.311  1.5808  12.673
O  12.1917  12.5477  16.009
O  11.0263  6.091  15.558
O  2.2969  4.5778  15.7021
O  1.7136  14.622  11.3183
O  0.9837  10.9914  13.8742
O  9.2689  8.0446  16.0204
O  6.08  8.0849  14.5002
O  6.2992  3.9169  11.7936
O  6.0313  5.7753  13.5041
O  9.921  7.459  21.6215
O  4.6845  14.3709  14.8653
O  0.67  13.0743  18.5072
O  8.7107  4.1874  16.3128
O  8.4039  -7.054  13.5648
O  -3.1611  -0.4655  19.1638
O  3.3746  11.6031  14.8284
O  7.161  6.3466  15.9419
O  4.5189  16.9879  15.6805
O  4.6789  1.7288  21.7185
O  5.6343  2.5141  19.4373
O  5.2637  10.1621  18.4184
O  1.1498  5.3792  13.3212
O  4.9274  6.1748  11.1074
O  6.2903  8.7392  11.8226
O  2.6708  9.1479  18.5624
O  9.2936  10.022  21.1954
O  7.2124  1.0529  21.1974
O  5.2466  10.3004  13.8219
O  10.7588  3.6219  14.8098
O  2.8632  -1.8182  13.9235
O  10.9925  8.6613  19.4599
O  3.4906  8.5167  10.7731
O  9.5355  4.2154  8.8152
O  8.6001  3.1282  11.0044
O  6.9818  4.4705  18.3551
O  3.0153  0.6914  17.836
O  9.8163  11.5975  12.389
H  10.4732  11.4058  13.0906

Results
free energy: -134540.419 eV
free energy less fixed offsets of H -15.97, O -568.88, Si -635.61 eV per atom: 6.391 eV

Forces (eV/angstrom), in the order of the atoms: element, x, y, z
Si  -0.0098  0.0081  -0.0116
Si  0.0017  -0.0103  0.0082
Si  -0.0091  0.0105  -0.0061
Si  0.0018  0.0062  0.0186
Si  -0.0025  -0.0054  0.0184
Si  -0.0063  0.0133  0.0072
Si  0.0074  -0.0092  0.0091
Si  -0.0189  -0.0027  -0.0003
Si  -0.0105  0.0126  0.0114
Si  0.023  -0.0199  0.0092
Si  -0.016  0.0192  0.0122
Si  0.0231  -0.0235  -0.0005
Si  0.0214  -0.022  0.006
Si  -0.0182  0.0231  0.0077
Si  0.0207  -0.0149  0.0031
Si  -0.0162  0.017  0.0191
Si  -0.001  0.0002  0.0047
Si  -0.0051  0.0001  -0.0252
Si  -0.0074  0.006  -0.0226
Si  0.0007  -0.0005  0.0028
Si  -0.0003  0.0024  -0.0243
Si  -0.0008  0.0006  0.0056
Si  0.002  0.0012  0.0032
Si  0.0031  -0.0072  -0.0222
Si  0.0505  0.0645  -0.1871
Si  0.0251  0.0566  0.2525
Si  0.131  0.1663  0.2772
Si  -0.0179  0.0013  -0.2376
Si  -0.0775  -0.0933  0.2259
Si  0.0532  0.0401  -0.2137
Si  -0.0209  -0.013  -0.2076
Si  0.0344  0.021  0.2859
Si  -0.0161  0.0423  -0.012
Si  0.0398  -0.0094  -0.011
Si  -0.015  0.0473  -0.0144
Si  0.0309  -0.0306  -0.0091
Si  0.0593  -0.0033  -0.0095
Si  -0.0288  0.0266  -0.0116
Si  0.0491  -0.0224  -0.0114
Si  0.0039  0.0544  -0.0136
Si  0.0326  -0.0162  -0.009
Si  -0.0232  0.0192  -0.0183
Si  0.0319  -0.0342  -0.0111
Si  -0.0098  0.0311  -0.0296
Si  -0.0507  0.0217  -0.0195
Si  0.0107  -0.0233  -0.0141
Si  -0.0339  0.0126  -0.0189
Si  0.0057  -0.0299  -0.0087
Si  0.0164  0.0003  0.0257
Si  -0.0028  0.0244  0.0234
Si  -0.0538  0.031  -0.0012
Si  0.0159  -0.0073  0.029
Si  0.0012  0.0102  0.0197
Si  0.0311  -0.0356  0.0168
Si  0.0266  -0.0062  0.0302
Si  -0.0095  0.0111  0.0028
Si  -0.0775  -0.0132  0.0016
Si  0.0584  0.0035  0.0052
Si  -0.0202  -0.0583  0.0093
Si  -0.0297  0.0349  -0.0059
Si  0.0622  0.0077  0.012
Si  -0.049  -0.0079  0.0069
Si  -0.0236  -0.0093  0.0172
Si  -0.0298  -0.0753  0.0211
Si  -0.0726  0.1354  -0.0674
Si  -0.148  -0.1548  0.2411
Si  -0.193  -0.3351  -0.253
Si  -0.0358  -0.092  0.105
Si  -0.0456  0.001  0.0526
Si  0.2151  0.1263  -0.3804
Si  0.1175  0.2175  0.064
Si  -0.047  -0.0783  -0.048
Si  -0.0012  -0.0002  0.0177
Si  0.0042  -0.004  0.0186
Si  0.0044  -0.0033  0.0292
Si  -0.0054  0.0117  0.0033
Si  0.0008  0.0036  0.0186
Si  -0.0059  0.017  0.0119
Si  -0.0049  0.0019  -0.0021
Si  -0.0019  -0.0056  0.0331
Si  -0.0127  0.0003  -0.013
Si  0.0093  -0.0122  -0.0064
Si  0.0247  -0.0048  -0.004
Si  -0.005  0.0145  -0.0196
Si  -0.0017  -0.013  -0.0119
Si  -0.012  -0.0199  -0.0158
Si  -0.0161  0.0054  -0.0278
Si  0.0225  -0.0133  -0.0002
Si  0.0001  0.0144  0.0229
Si  -0.0154  -0.0316  -0.0007
Si  0.009  0.012  -0.0035
Si  -0.0119  -0.0001  0.0008
Si  0.0025  -0.0027  0.0098
Si  0  0.0479  0.0218
Si  -0.0108  0.0019  0.0268
Si  0.0122  -0.005  -0.0062
O  -0.0013  -0.0091  -0.005
O  0.0011  -0.0005  -0.0083
O  -0.0046  -0.009  -0.0081
O  0.0045  -0.0117  0.0096
O  0.0024  -0.0064  -0.0023
O  0.0119  0.0098  -0.0036
O  0.0029  0.0022  -0.0099
O  0.0088  -0.0009  -0.0025
O  -0.0008  0.0035  -0.0256
O  -0.0021  -0.008  -0.0138
O  0.004  0.0026  -0.0128
O  0.0007  0.0046  -0.0143
O  -0.0011  -0.0041  -0.0181
O  -0.0017  0.0024  -0.0133
O  0.0025  0.0028  -0.0137
O  -0.0011  -0.0094  -0.0263
O  -0.0007  -0.0004  0.014
O  -0.0024  0.0012  0.0076
O  -0.0009  0.0024  -0.0008
O  -0.0016  0.0021  -0.0002
O  0.0022  -0.0005  0.0101
O  -0.001  0.0038  0.006
O  0.0043  -0.0019  0.0091
O  0.0011  0.0016  0.0158
Si  0.0116  -0.005  0.0307
Si  0.0578  0.0376  0.0618
Si  -0.0105  -0.0515  0.1483
Si  0.0048  -0.0017  -0.0183
Si  -0.0076  -0.009  -0.0263
Si  -0.027  0.0173  0.0442
Si  0.0014  0.0062  -0.0171
Si  -0.0165  0.0047  -0.0097
Si  0.0136  -0.0021  0.0311
Si  -0.0056  0.013  0.0354
Si  0.0013  0.0105  -0.0424
Si  0.0052  -0.0057  -0.023
Si  -0.0016  -0.0065  0.0224
Si  0.0073  -0.0111  0.0354
Si  -0.0058  0.0041  0.0304
Si  0.0013  -0.0037  -0.0192
Si  0.1064  0.0438  -0.1706
Si  0.0075  -0.0093  0.0077
Si  -0.0171  -0.0755  -0.0148
Si  0.0025  -0.0032  -0.0153
Si  0.0066  -0.0133  -0.0004
Si  -0.0036  -0.0012  0.0306
Si  0.0012  -0.0073  -0.0294
Si  -0.0016  -0.0027  -0.0339
Si  -0.0031  -0.0079  -0.0018
Si  0.0001  -0.0042  -0.0283
Si  0.0022  0.0053  0.0397
Si  -0.011  0.0106  -0.0046
Si  -0.0032  0.001  -0.0211
Si  0.003  -0.0006  -0.0158
Si  0.0055  -0.0059  -0.0266
Si  0.0038  0.0054  0.0305
Si  -0.0034  0.0061  -0.0325
Si  -0.0019  -0.0008  -0.0195
Si  0.0015  0.0035  -0.0315
Si  -0.0003  -0.0142  0.0312
O  0.0014  -0.0054  0.018
O  -0.0063  -0.0366  0.0231
O  -0.0083  0.0056  -0.022
O  0.0029  -0.0011  -0.0142
O  -0.0449  -0.0009  -0.0616
O  -0.0022  -0.0102  0.0044
O  0.0005  -0.0006  0.0167
O  0.002  -0.0023  -0.0228
O  -0.0126  -0.0195  0.0081
O  -0.0012  0.0005  -0.0121
O  -0.0058  -0.003  0.0169
O  -0.0006  -0.0003  0.0112
O  -0.0026  -0.0029  -0.0175
O  0.0013  0.0014  0.0143
O  0.0003  0.0026  0.0075
O  0.001  0.0012  -0.0078
O  0.0001  -0.0003  0.0161
O  0.0021  0.002  0.0122
O  -0.0011  -0.0005  0.0119
O  -0.0032  -0.0009  -0.0124
O  -0.0066  -0.0086  0.005
O  0.0016  -0.0034  0.0155
O  0.0002  0.0087  0.0174
O  -0.001  0.0018  0.0046
O  -0.0081  -0.004  0.0063
O  0.0003  -0.0043  -0.016
O  -0.0036  -0.0072  -0.0223
O  0.0077  -0.0136  -0.0181
O  0.0057  -0.0009  0.0046
O  0.0007  0.0063  0.0028
O  -0.0394  -0.0248  0.0109
O  0.0003  -0.002  -0.014
O  0.0026  0.0027  -0.0138
O  0.0033  0.0018  0.0044
O  0.004  0.0139  -0.006
O  0.0159  -0.0027  -0.0371
O  0.0086  0.0452  -0.0185
O  0.0051  0.0093  0.0059
O  -0.0311  -0.0043  0.0645
O  -0.0007  -0.0027  0.0142
O  0.0047  -0.0049  0.0114
O  0.0169  -0.006  -0.0093
O  -0.0001  -0.0001  0.0192
O  0.0012  0.0099  0.0032
O  0.0134  0.0121  0.01
O  -0.0057  0.0581  0.0345
O  0.007  0.0057  0.0055
O  0.0017  -0.0018  0.015
O  -0.0012  0.0017  0.0143
O  -0.0064  0.0001  -0.0025
O  -0.0033  0.0021  -0.0226
O  0.0016  0.0006  -0.0178
O  -0.0003  0.0022  0.0175
O  -0.0014  0.0015  0.0183
O  0.003  -0.0019  0.0159
O  -0.0052  0.0014  -0.008
O  -0.0025  -0.0031  -0.0055
O  0.0028  0.0038  -0.0077
O  0.0001  0.0008  0.016
O  -0.0047  0.005  -0.0158
O  0.0009  0.0012  -0.0169
O  0.0051  -0.004  -0.0188
O  -0.0003  -0.0077  0.022
O  -0.0009  -0.0003  0.0135
O  0.0097  -0.002  -0.0132
H  -0.0059  0.0015  0.0119

The program warned: the cutoff lies below the one the program advises for these potential files; the exchange-correlation potential is rough where the density is thin.
